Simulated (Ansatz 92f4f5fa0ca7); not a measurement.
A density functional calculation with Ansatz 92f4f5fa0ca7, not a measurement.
Periodic cell of 222 atoms, Si131O89As2, from a study of silicon, its oxide and their interface. The atomic structure is a simulated model.
Doubt: the cutoff is far below the 930 eV that the study's wrapper takes by default for these files, so forces and energies are approximate.
This geometry differs little from another in the collection (a relaxation step or a small displacement).

Settings: functional PBE; potential files Ansatz PAW; basis plane waves; wave-function cutoff 580 eV; density cutoff ratio 5; exchange-correlation grid ratio 1; k mesh 1 x 1 x 1, Gamma-centred; self-consistency stop 5e-08 eV per atom in the density residual; occupations fixed; spin none; net charge 0.

Cell vectors (angstrom)
a, 10.938, 0, 0
b, 0, 10.938, 0
c, 0, 0, 32.1988

Atoms and the computed forces on them: element, x, y, z (angstrom), force x, y, z (eV/angstrom)
Si, 10.442, 0.2784, 24.7491, 0.0085, -0.012, 0.0201
Si, 5.7237, 10.6541, 24.7191, 0.0186, -0.0015, 0.0153
Si, 2.5005, 2.9007, 24.6312, -0.0097, 0.0045, -0.007
Si, 8.3292, 2.6102, 24.9114, -0.0146, 0.0165, 0.0985
Si, 0.3264, 5.2105, 24.7438, -0.0076, -0.0175, 0.012
As, 5.0154, 5.8492, 24.805, -0.0287, 0.0032, -0.0713
As, 2.9898, 8.0204, 24.2725, -0.0969, 0.0948, 0.0412
Si, 7.9478, 8.4075, 24.7298, -0.0103, 0.0358, -0.0007
Si, 1.3114, 1.3171, 25.9352, -0.013, -0.0028, -0.0069
Si, 6.817, 1.2946, 26.1353, 0.0065, 0.003, -0.0145
Si, 4.0795, 4.0155, 26.0547, -0.0122, 0.0196, 0.0119
Si, 9.6521, 4.1166, 26.1198, 0.0069, -0.0139, -0.0058
Si, 1.4883, 6.871, 25.955, 0.011, 0.0008, -0.007
Si, 6.8392, 6.7954, 26.0737, -0.0046, 0.0078, -0.0037
Si, 4.1019, 9.4562, 25.9564, -0.0139, 0.0192, -0.0113
Si, 9.475, 9.5672, 26.1239, -0.0031, 0.0088, -0.0063
Si, 2.7233, -0.0524, 27.2891, -0.0194, 0.0043, 0.0014
Si, 8.1725, -0.0262, 27.5413, 0.011, 0.0106, -0.0267
Si, 0.0359, 2.6787, 27.4399, -0.0192, -0.0057, -0.0137
Si, 5.4503, 2.6852, 27.434, 0.0135, 0.0132, -0.0133
Si, 2.7483, 5.4615, 27.4068, 0.0055, 0.0132, 0.0236
Si, 8.2415, 5.4646, 27.4271, -0.0098, -0.0135, -0.0057
Si, 0.0306, 8.1818, 27.3415, -0.0002, 0.0188, -0.0111
Si, 5.4564, 8.1706, 27.428, -0.0144, -0.0075, 0.0215
Si, 4.057, 1.3171, 28.748, -0.0053, 0.0024, -0.0139
Si, 9.5875, 1.3526, 28.8268, 0.0012, 0.0006, -0.0076
Si, 1.377, 4.0851, 28.7795, -0.0009, 0.0151, 0.0088
Si, 6.8432, 4.0837, 28.7705, 0.0016, 0.0002, 0.0038
Si, 4.1029, 6.8107, 28.7961, 0.0021, -0.0051, 0.0136
Si, 9.6013, 6.8432, 28.7679, 0.0008, 0.0024, -0.0129
Si, 1.3741, 9.559, 28.7319, 0.0051, 0.0024, -0.0081
Si, 6.7988, 9.5377, 28.8355, -0.0115, -0.0052, 0.0109
Si, 0.0233, -0.0238, 30.1493, -0.0104, 0.006, -0.0038
Si, 5.4453, 0.0007, 30.1571, 0.0077, -0.0027, -0.0108
Si, 2.7418, 2.7205, 30.1411, -0.0089, 0.006, -0.0011
Si, 8.2085, 2.7312, 30.1555, 0.0061, -0.0073, -0.0043
Si, 0.0102, 5.4599, 30.1434, -0.0008, -0.0054, -0.0029
Si, 5.4817, 5.4549, 30.149, -0.0045, 0.0022, 0.0036
Si, 2.7319, 8.2018, 30.1355, -0.002, -0.0043, 0.0026
Si, 8.2187, 8.1879, 30.1533, -0.0056, 0.0106, -0.0051
Si, 1.3673, 1.3673, 31.515, 0.0266, -0.0322, 0.0061
Si, 6.8362, 1.3673, 31.515, -0.0402, 0.0268, -0.0527
Si, 4.1018, 4.1018, 31.515, 0.0697, -0.1217, -0.03
Si, 9.5708, 4.1018, 31.515, 0, 0.0621, -0.0128
Si, 1.3673, 6.8362, 31.515, 0.0235, 0.0381, -0.0931
Si, 6.8362, 6.8362, 31.515, 0.0938, -0.1026, 0.0318
Si, 4.1018, 9.5708, 31.515, -0.1697, -0.0738, 0.0261
Si, 9.5708, 9.5708, 31.515, 0.058, -0.0143, 0.0292
Si, 2.7345, 0, 0.6835, 0.0519, -0.021, 0.0891
Si, 8.2035, 0, 0.6835, -0.0544, 0.062, -0.1058
Si, 0, 2.7345, 0.6835, -0.0607, -0.0057, 0.0492
Si, 5.469, 2.7345, 0.6835, 0.09, -0.0306, 0.0024
Si, 2.7345, 5.469, 0.6835, -0.0401, 0.1711, -0.1526
Si, 8.2035, 5.469, 0.6835, 0.0633, -0.0782, 0.087
Si, 0, 8.2035, 0.6835, 0.0598, -0.1066, -0.0414
Si, 5.469, 8.2035, 0.6835, -0.0307, 0.0509, 0.0385
Si, 4.122, 1.3605, 2.0524, -0.0037, 0.0059, 0.0028
Si, 9.5645, 1.3605, 2.0503, -0.0031, -0.0027, 0.0009
Si, 1.3672, 4.1217, 2.0344, 0.0071, 0.002, 0.0026
Si, 6.8495, 4.0856, 2.0562, -0.0039, 0.0051, 0.0006
Si, 4.1063, 6.8278, 2.0515, -0.0034, -0.0008, 0
Si, 9.5793, 6.8359, 2.0491, -0.0011, 0.0032, 0.0027
Si, 1.3811, 9.5515, 2.0479, -0.0059, 0.0022, 0.0034
Si, 6.8284, 9.5923, 2.0472, 0.0041, -0.0012, -0.0006
Si, -0.0056, -0.0283, 3.383, -0.0064, -0.0092, -0.0042
Si, 5.489, 0.015, 3.4637, 0.0063, 0.0023, 0.0132
Si, 2.7746, 2.7857, 3.3606, 0.0057, 0.0126, -0.0103
Si, 8.1921, 2.7026, 3.4457, -0.0085, -0.0107, 0.0065
Si, 0.0194, 5.4817, 3.4292, 0.0058, 0.002, 0.001
Si, 5.4838, 5.4666, 3.403, -0.0037, -0.0045, 0.0004
Si, 2.7666, 8.2097, 3.4404, 0.0046, 0.0001, 0.007
Si, 8.2082, 8.2288, 3.3749, -0.0013, 0.0083, -0.0074
Si, 1.3882, 1.3993, 4.6237, -0.0001, 0.0009, 0.0004
Si, 6.8421, 1.3564, 4.9, 0.0005, 0, -0.0068
Si, 4.1531, 4.0917, 4.7964, -0.0011, -0.0005, -0.0046
Si, 9.573, 4.0915, 4.7566, -0.0001, 0.0012, -0.0006
Si, 1.4094, 6.8388, 4.8128, -0.0004, -0.0012, -0.0038
Si, 6.823, 6.895, 4.7191, -0.0028, -0.0001, -0.0005
Si, 4.1305, 9.5845, 4.8373, 0, -0.0015, -0.0036
Si, 9.5546, 9.5584, 4.7813, -0.0002, 0.0018, -0.0038
Si, 2.7428, 0.1232, 6.0473, 0.0043, -0.0068, 0.0046
Si, 8.2041, -0.0533, 6.254, -0.0025, 0.007, -0.0056
Si, 0.0237, 2.6796, 6.0341, -0.0032, 0.0051, 0.0061
Si, 5.4714, 2.734, 6.2825, 0.0031, -0.0033, -0.0051
Si, 2.8118, 5.485, 6.1698, -0.0024, 0.0016, -0.003
Si, 8.1704, 5.4928, 6.029, 0.0011, -0.002, 0.0032
Si, 0.0079, 8.1968, 6.1457, 0.0029, -0.0006, -0.0025
Si, 5.5236, 8.2283, 6.2186, -0.003, 0.0039, 0.0044
Si, 3.8297, 1.5854, 7.5915, -0.0041, 0.0032, 0.0053
Si, 9.8349, 1.1477, 7.4425, 0.003, -0.002, 0.0005
Si, 1.6226, 3.811, 7.3005, 0.0031, -0.0024, 0.0047
Si, 6.6463, 4.429, 7.4606, 0.0001, 0.0003, 0.0017
Si, 4.4017, 6.6414, 7.5341, -0.0013, 0.0032, 0.0026
Si, 9.3562, 6.9647, 7.3939, 0.0016, -0.0015, 0.005
Si, 1.1379, 9.9309, 7.278, -0.0018, 0.0019, 0.0033
Si, 7.1507, 9.2411, 7.6513, -0.0005, -0.002, 0.0053
O, 8.303, 8.1035, 7.9089, -0.0015, -0.0018, -0.0032
O, 2.7094, 2.748, 7.9429, -0.0018, 0.0008, -0.0032
O, 9.4192, 1.5114, 24.3661, 0.0348, -0.0396, -0.0843
O, 0.025, 0.0335, 7.9476, -0.0004, 0.0024, -0.0015
O, 5.5208, 5.5179, 8.0202, 0.0012, 0.0009, -0.0016
O, 6.8381, 9.5274, 24.2054, 0.0031, -0.0073, 0.0178
O, 1.4178, 4.0801, 24.1869, 0.0017, 0.009, 0.0153
O, 3.8585, 7.3958, 8.922, 0.0029, -0.0011, -0.0034
O, 0.8063, 4.3923, 8.5898, -0.0017, 0.0026, -0.0041
O, 9.8055, 6.1897, 8.7861, -0.0027, 0.0012, -0.0063
O, 2.1226, 9.4001, 8.4767, 0.0028, -0.0002, -0.0015
O, 7.5123, 3.9429, 8.7772, -0.0006, 0.0014, -0.0023
O, 4.2597, 0.9425, 9.0607, -0.0003, -0.0009, -0.0057
O, 6.7098, 9.5816, 9.1993, -0.0014, 0.002, -0.0067
O, 9.2042, 1.8658, 8.7862, 0.0003, -0.0006, -0.0039
O, 7.6064, 3.3536, 23.6479, -0.0622, 0.036, -0.0273
O, 10.5441, 5.8466, 23.4165, -0.0141, 0.0026, -0.013
O, 5.1206, 0.429, 23.3697, -0.004, 0.0088, 0.006
O, 5.7113, 5.2374, 23.2296, 0.0516, -0.0981, -0.0047
O, 3.1365, 2.2225, 23.2639, 0.0053, -0.0056, 0.0014
O, 2.0137, 9.4518, 23.482, -0.1183, -0.1372, -0.0363
O, 8.6472, 7.74, 23.3994, 0.0198, -0.0073, -0.0001
O, -0.3633, 10.5171, 23.2762, 0.1011, -0.06, -0.0293
Si, 4.4165, 1.5805, 22.4525, -0.0176, -0.0081, -0.0224
Si, 3.4827, 7.9736, 13.9984, 0.0013, 0.0026, 0.009
Si, 7.1013, 1.0101, 14.6397, 0.0024, 0.0001, 0.0124
Si, 0.7218, 9.5847, 22.4949, 0.1212, 0.0546, 0.0865
Si, 1.1758, 4.3392, 11.8595, -0.0001, 0.0023, 0.0052
Si, 6.259, 9.0121, 15.2818, -0.0007, 0.001, 0.0136
Si, 0.666, 1.4011, 12.2721, 0.0001, 0.0022, 0.0069
Si, 8.6087, 5.0148, 20.5073, -0.0234, -0.0147, 0.0117
Si, 0.3209, 5.7344, 9.3431, 0.0033, 0, 0.0026
Si, 5.0855, 3.181, 17.9194, -0.0001, -0.0006, 0.0091
Si, 0.8672, 3.8058, 16.7132, -0.0013, -0.0015, 0.0124
Si, 10.3792, 2.9338, 19.1825, 0.0003, -0.0052, 0.004
Si, 5.2735, 1.2077, 10.3355, 0.0002, 0.0015, 0.0057
Si, 0.8469, 0.2735, 19.7618, -0.0106, -0.0068, -0.0018
Si, 6.6343, 9.4871, 10.8383, -0.0024, 0.0013, 0.0067
Si, 9.3092, 9.7479, 18.2587, -0.0012, 0.0079, 0.0122
Si, 9.3843, 9.2734, 12.522, 0.0009, 0.0024, 0.0067
Si, 6.5075, 3.9525, 22.6047, -0.0455, 0.0317, -0.0014
Si, 2.4397, 8.0857, 9.3599, -0.0023, -0.0007, 0.0022
Si, 10.5786, 7.4267, 17.056, -0.001, 0.0024, 0.0154
Si, 2.4968, 6.3472, 16.553, 0.001, 0.0022, 0.0131
Si, 10.1668, 4.5366, 14.1577, -0.0008, 0.0013, 0.0084
Si, 6.1154, 9.2431, 18.4761, -0.0012, 0, 0.0124
Si, 7.9648, 2.5912, 9.5583, -0.0025, 0.0002, 0.0058
Si, 8.8692, 2.1855, 12.4277, -0.0008, 0.0019, 0.0078
Si, 5.3207, 6.3077, 18.0457, 0.0013, 0.0057, 0.0141
Si, 3.9066, 0.6167, 19.4397, -0.002, -0.0052, 0.0018
Si, 4.2698, 3.8696, 12.0276, -0.0022, -0.0002, 0.007
Si, 5.533, 6.6314, 12.1165, -0.0011, 0.0006, 0.0063
Si, 7.9905, 2.5751, 17.1855, -0.002, -0.0009, 0.0116
Si, 4.3407, 2.5211, 14.9477, -0.0009, 0.0001, 0.0101
Si, 1.5172, 1.2599, 15.2405, -0.0017, -0.0008, 0.0129
Si, 1.5614, 9.4452, 12.0111, 0.0005, -0.0002, 0.004
Si, 8.0409, 6.8924, 13.8349, 0.0004, 0.0035, 0.0117
Si, 10.3609, 9.8744, 15.44, -0.0046, 0.0005, 0.0159
Si, 9.8515, 7.036, 22.5458, -0.0068, -0.0113, -0.0176
Si, 8.0879, 5.5523, 17.4039, -0.0023, 0.0013, 0.0077
O, 6.0403, 7.9866, 11.2689, -0.0004, 0.0008, -0.002
O, 5.9934, 9.2436, 16.8585, 0.0004, 0.0014, -0.0077
O, 7.6624, 1.414, 13.1685, -0.0003, 0.0006, -0.0043
O, 0.8822, 1.7847, 13.8411, -0.0009, 0.0009, -0.0042
O, 9.4131, 6.3149, 16.8792, 0.0006, -0.0002, -0.0051
O, 6.7474, 6.2335, 13.1195, -0.0006, -0.0003, -0.0033
O, 5.1191, 4.72, 18.5822, -0.0004, 0.0002, -0.004
O, 9.2124, 2.2365, 18.2311, -0.0011, 0.0061, -0.0025
O, 2.3509, 0.1691, 19.0402, 0.0013, 0.0022, 0.002
O, 9.3527, 10.2654, 16.687, 0.0016, -0.0035, -0.0099
O, 2.7827, 4.4652, 11.6819, 0.0006, 0.0011, -0.0019
O, 5.0449, 10.3836, 19.0586, -0.0019, 0.0039, -0.0016
O, 9.4144, 3.288, 13.4635, -0.0005, 0.0002, -0.003
O, 0.4514, 1.8629, 19.8905, -0.0005, 0.0005, -0.0005
O, 3.1322, 1.406, 15.0528, 0.0002, 0.0008, -0.0034
O, 8.1278, 5.441, 19.0208, 0.0013, 0.0004, 0.0147
O, 3.8739, 6.654, 17.3713, -0.0027, 0.0002, -0.0053
O, 4.56, 3.3308, 16.362, -0.0011, 0.0013, -0.005
O, 9.0598, 5.7174, 14.2874, -0.0007, 0.0009, -0.0034
O, 5.4786, 2.7741, 22.1407, 0.0715, 0.0786, 0.0319
O, 10.6511, 4.1965, 15.6569, 0.0003, 0.001, -0.0003
O, 0.3169, 3.9598, 18.2415, 0.0014, 0.0032, -0.0055
O, 10.3941, 10.6374, 19.0944, 0.0033, 0.0018, -0.0052
O, 9.6423, 10.056, 13.9738, -0.0004, 0.0021, -0.004
O, 10.9685, 8.1433, 22.1189, 0.0276, 0.0366, 0.0271
O, 1.1694, 2.2184, 16.5074, -0.0005, 0.0026, -0.0043
O, 9.7097, 3.8113, 20.3853, -0.013, 0.019, 0.0063
O, 8.1015, 4.108, 16.661, 0.0001, -0.0002, -0.0054
O, -0.0483, 9.1275, 11.8574, -0.0013, 0.0006, -0.0019
O, 6.5675, 2.4727, 17.9804, -0.0008, 0.0025, -0.0036
O, 5.5734, 10.742, 11.1806, 0.0004, 0, -0.0028
O, 7.7271, 9.6534, 18.7954, -0.0019, 0, -0.0042
O, 10.0161, 1.063, 12.0376, -0.0008, -0.0003, -0.0016
O, 1.3077, 6.9786, 9.0412, -0.0014, 0.0007, -0.0012
O, 0.6227, 4.7997, 13.3292, -0.0012, 0.0003, -0.0019
O, 5.6809, 7.6872, 18.9619, -0.0003, -0.0014, -0.0058
O, 5.2302, 5.115, 11.4981, -0.0003, 0.0014, -0.0024
O, 2.7077, 7.0409, 15.0939, -0.001, 0.0008, -0.0043
O, 0.905, 2.7761, 11.4412, -0.0007, 0.0007, -0.001
O, 0.8332, 10.7345, 15.531, -0.0005, 0.0014, -0.0057
O, 2.4037, 8.6117, 10.8906, -0.0004, 0.0018, -0.0011
O, 4.6915, 2.4592, 11.2547, 0.0001, 0.0018, -0.0021
O, 4.2365, 3.5459, 13.6574, -0.0002, 0.0012, -0.0031
O, 2.186, 4.7386, 16.4486, -0.0014, 0.0027, -0.0051
O, 10.6945, 8.291, 15.6649, 0.0006, 0.0017, -0.0063
O, 6.9288, 10.3412, 14.6463, -0.0007, 0.0015, -0.0051
O, 2.3304, 8.9934, 13.3963, -0.0004, 0.0007, -0.0025
O, 8.013, 1.5953, 15.8743, -0.0012, 0.0009, -0.006
O, 4.115, 7.0267, 12.83, -0.0006, 0.0004, -0.003
O, 4.162, 2.0781, 18.7122, 0.0027, 0.0031, -0.0046
O, 7.2941, 4.4756, 21.289, 0.0277, 0.0136, -0.0074
O, 8.4045, 2.9636, 11.0775, -0.0008, 0.0011, -0.0023
O, 1.1669, 6.9191, 17.3366, 0.0015, -0.0014, -0.006
O, 5.6284, 1.6071, 14.7368, -0.0014, 0.0011, -0.004
O, 8.1244, 9.7898, 11.5466, -0.0007, 0.001, -0.0037
O, 9.2331, 6.3392, 21.2175, -0.0024, -0.0207, -0.0016
O, 8.9436, 7.7455, 12.8083, -0.0009, 0.0008, -0.003
O, 1.6373, 0.1522, 11.8509, -0.0012, 0.0008, -0.0015
O, 6.6296, 6.2247, 17.0469, 0.0007, -0.0009, -0.0034
O, 7.3925, 7.8517, 15.0029, 0.0002, -0.0004, -0.0053
O, 1.0944, 10.3967, 21.1406, -0.0197, -0.0259, 0.0657
O, 10.0274, 8.2813, 18.3241, -0.0002, -0.0013, -0.0058
O, 3.9589, 0.8846, 21.057, 0.0066, 0.0104, 0.0154
O, 0.3307, 5.3652, 10.9125, 0.0006, 0.0001, -0.0017
O, 6.69, 1.595, 9.6245, -0.0003, 0.0012, -0.0017
O, 4.7758, 8.7552, 14.6329, -0.0016, -0.0004, -0.0048

Results
free energy: -143605.874 eV
free energy less fixed offsets of As -4856.12, O -568.88, Si -635.61 eV per atom: 1.596 eV

The program warned: the cutoff lies below the one the program advises for these potential files; the forces do not sum to zero within the program's tolerance; the exchange-correlation potential is rough where the density is thin.
